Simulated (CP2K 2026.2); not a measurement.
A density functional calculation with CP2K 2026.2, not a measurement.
Periodic cell of 504 atoms, Si360O144, from a study of silicon, its oxide and their interface. The atomic structure is a simulated model.
Doubt: the forces sum to 2.03 eV/angstrom along one axis rather than to zero, so they err by at least 0.0040 eV/angstrom per atom on average; the grid cutoff is modest.

Settings
functional: PBE
method: Gaussian and plane waves
basis set: DZVP-MOLOPT-SR-GTH
pseudopotentials: GTH-PBE
grid cutoff: 350 Ry, relative cutoff 50 Ry
k points: Gamma only
occupations: fixed
spin: none
net charge: 0

Cell vectors (angstrom)
a 16.32 0 0
b 0 16.32 0
c -5.6886 7.409 33.6701

Atoms and the computed forces on them: element, x, y, z (angstrom), force x, y, z (eV/angstrom)
Si -4.562 22.59 33.621 0.19 -0.086 0.756
Si 3.919 1.705 0.161 0.017 -0.197 0.712
Si 1.699 3.837 0.229 -0.018 0.032 0.723
Si 3.892 6.982 0.222 0.244 -0.154 0.752
Si 1.556 9.128 0.082 -0.189 0.329 0.687
Si 4.297 11.899 0.128 -0.09 0.117 0.776
Si 7.008 14.704 0.06 -0.152 0.152 0.759
Si 9.143 1.655 0.051 0.189 -0.237 0.697
Si 6.91 3.937 0.059 -0.169 0.281 0.712
Si 4.13 13.914 33.663 -0.134 0.104 0.766
Si 6.568 9.801 0.188 0.021 -0.101 0.761
Si 9.276 12.551 0.079 0.132 -0.096 0.752
Si 12.604 14.731 0.067 -0.239 0.2 0.683
Si 15.311 1.164 0.01 -0.127 0.022 0.747
Si 11.865 4.152 0.078 0.204 0.088 0.638
Si 8.951 14.448 33.589 0.08 -0.108 0.752
Si 6.832 16.799 33.501 -0.202 0.096 0.683
Si 14.816 12.413 0.026 0.24 -0.178 0.642
Si 2.727 16.326 1.282 -0.014 0.017 -0.048
Si 5.43 2.822 1.51 0.007 0 -0.04
Si 2.768 5.427 1.543 0.002 0 -0.031
Si 5.45 8.188 1.468 0.009 0.013 -0.057
Si 2.67 10.788 1.369 0.005 0.001 -0.047
Si 5.444 13.539 1.368 0.013 -0.012 -0.063
Si 8.113 16.322 1.367 -0.008 -0.004 -0.04
Si 10.732 2.694 1.449 -0.002 0.007 -0.031
Si 8.158 5.474 1.333 0.018 0.002 -0.042
Si 10.953 8.182 1.194 0.016 -0.019 -0.022
Si 8.159 10.97 1.419 -0.001 0.018 -0.055
Si 10.918 13.656 1.343 -0.001 0 -0.013
Si 13.669 16.379 1.316 0.025 0.033 -0.044
Si 0.087 2.664 1.427 0.015 -0.002 -0.047
Si 13.534 5.405 1.223 -0.028 -0.003 -0.037
Si -0.083 8.075 1.363 -0.033 -0.017 -0.041
Si 13.617 10.865 1.311 0.006 -0.014 -0.044
Si 0.045 13.603 1.33 -0.01 0.024 -0.054
Si 1.417 1.308 2.78 0.022 -0.017 0.043
Si 4.132 4.14 2.909 -0.003 -0.001 0.028
Si 1.281 6.754 2.773 0.008 0.004 0.03
Si 4.028 9.493 2.803 -0.001 0.012 0.046
Si 1.38 12.237 2.691 0.002 -0.003 0.009
Si 4.071 14.95 2.659 0.003 0.019 0.003
Si 6.762 1.346 2.761 -0.005 -0.008 0.032
Si 9.424 4.09 2.785 -0.017 0.024 0.036
Si 6.842 6.82 2.743 -0.004 -0.013 0.011
Si 9.561 9.507 2.62 0.009 -0.002 0.002
Si 6.798 12.267 2.809 -0.016 -0.017 0.057
Si 9.56 15.021 2.714 -0.018 -0.007 0.01
Si 12.235 1.362 2.674 0.001 -0.016 0.022
Si 14.942 4.079 2.626 0.003 0.027 -0.001
Si 12.245 6.807 2.65 -0.022 -0.003 0.031
Si 14.973 9.534 2.707 -0.01 -0.009 0.002
Si 12.221 12.208 2.678 0.005 0 0.013
Si 14.979 14.961 2.704 0.005 -0.009 0.034
Si 0.011 16.293 4.104 0.002 -0.004 -0.02
Si 2.739 2.704 4.144 -0.018 -0.01 -0.006
Si -0.062 5.39 4.092 0.012 -0.015 0.022
Si 2.662 8.131 4.123 0.014 -0.009 -0.014
Si 0.007 10.896 4.066 -0.003 -0.011 -0.008
Si 2.733 13.596 4.054 0.001 0.003 -0.002
Si 5.405 16.294 4.083 0.004 0.008 0.002
Si 8.114 2.706 4.135 0.002 0.013 -0.008
Si 5.505 5.5 4.18 -0.002 -0.002 -0.001
Si 8.211 8.186 4.055 0.001 0.014 0.002
Si 5.42 10.879 4.121 -0.001 0.001 -0.016
Si 8.193 13.643 4.09 -0.004 0.008 -0.005
Si 10.911 16.342 4.088 -0.014 0.008 0.005
Si 13.591 2.736 4.022 -0.001 0.003 0.006
Si 10.869 5.463 4.05 0.005 0.021 -0.021
Si 13.6 8.154 4.046 0.007 -0.029 -0.015
Si 10.879 10.854 4.044 0.008 0.002 0.001
Si 13.595 13.586 4.036 -0.003 0.023 -0.012
Si 1.368 14.965 16.354 -0.012 0.012 -0.003
Si 4.091 17.692 16.326 -0.008 0.003 -0.01
Si 1.365 4.054 16.291 0.011 -0.007 -0.007
Si 4.064 6.777 16.333 -0.012 0.015 0
Si 1.384 9.517 16.269 0.001 -0.016 -0.019
Si 4.098 12.242 16.35 0.005 0.01 -0.008
Si 6.813 14.952 16.338 -0.007 0.002 -0.004
Si 9.497 17.66 16.346 0.006 -0.011 0.001
Si 6.765 4.049 16.333 -0.012 -0.006 -0.008
Si 9.525 6.809 16.311 0.002 -0.007 -0.003
Si 6.791 9.511 16.337 0.003 -0.006 -0.002
Si 9.507 12.242 16.329 0.003 0 -0.005
Si 12.219 14.979 16.302 -0.012 -0.001 -0.002
Si -1.337 17.691 16.308 0.02 0.002 -0.011
Si 12.218 4.082 16.29 -0.01 -0.009 -0.01
Si -1.371 6.832 16.276 -0.003 0.009 -0.009
Si 12.241 9.524 16.317 0.012 0.005 0.003
Si -1.333 12.269 16.299 0.014 -0.014 0.002
Si 2.721 16.366 17.685 0.003 -0.004 0.026
Si 5.43 19.011 17.753 0.01 0.014 0.007
Si 2.745 5.344 17.676 0.004 -0.01 -0.005
Si 5.407 8.158 17.688 0.005 -0.012 0.019
Si 2.7 10.873 17.662 0.004 0.001 -0.003
Si 5.495 13.577 17.715 0.002 -0.016 -0.004
Si 8.132 16.31 17.742 0.006 -0.006 0.005
Si 10.883 19.026 17.661 -0.003 0.023 0.024
Si 8.144 5.432 17.621 -0.005 -0.009 0
Si 10.873 8.175 17.694 -0.007 0.002 0.001
Si 8.151 10.875 17.698 -0.012 0.009 0
Si 10.843 13.641 17.667 0.008 -0.001 0.023
Si -2.695 16.315 17.631 -0.001 0.005 -0.001
Si -0.011 19.077 17.683 -0.006 -0.006 0.023
Si -2.775 5.502 17.606 0.01 0.011 -0.02
Si 0.044 8.152 17.613 -0.013 0.013 0.021
Si -2.673 10.888 17.627 -0.008 0 0.015
Si 0.007 13.601 17.721 -0.003 -0.005 0.013
Si 1.367 17.746 19.063 -0.001 -0.001 -0.017
Si 4.073 20.343 19.149 -0.011 0.02 -0.005
Si 1.325 6.684 18.939 -0.014 -0.018 -0.017
Si 4.023 9.525 19.042 0.016 -0.012 -0.024
Si 1.37 12.21 19.07 -0.019 -0.003 -0.01
Si 4.134 15.001 18.986 -0.001 0.029 -0.037
Si 6.797 17.675 19.148 0.011 -0.015 0.002
Si 9.502 20.409 18.975 -0.003 -0.004 -0.033
Si 6.772 6.75 18.991 -0.005 -0.012 -0.042
Si 9.504 9.524 19.061 0.001 -0.005 0.001
Si 6.822 12.187 19.131 -0.004 0.001 -0.012
Si 9.462 14.93 19.111 -0.01 -0.027 -0.003
Si 12.291 17.668 18.984 0.002 0.014 -0.021
Si -1.44 20.489 18.95 0.016 -0.013 -0.028
Si 12.248 6.834 19.05 0.002 -0.003 -0.003
Si -1.245 9.566 18.969 -0.003 0.02 -0.032
Si 12.276 12.288 18.924 0.018 -0.012 -0.034
Si -1.372 14.988 19.048 0.001 -0.008 -0.009
Si -0.047 16.396 20.379 -0.009 0.014 0.044
Si 2.674 19.061 20.575 -0.014 0.009 0.062
Si -0.12 5.477 20.368 -0.01 0.035 0.044
Si 2.696 7.996 20.251 0.025 -0.011 0.03
Si 0.046 10.868 20.501 -0.022 -0.025 0.042
Si 2.773 13.632 20.288 0.01 0.003 0.064
Si 5.433 16.282 20.495 0.004 -0.018 0.072
Si 8.216 19.065 20.433 0.018 0.009 0.055
Si 5.507 5.368 20.449 0.021 -0.001 0.063
Si 8.072 8.145 20.349 0 0.002 0.053
Si 5.362 10.871 20.47 -0.017 0.023 0.034
Si 8.175 13.506 20.579 0.032 0.011 0.031
Si 10.938 16.305 20.326 -0.002 -0.014 0.023
Si -2.775 19.159 20.317 -0.016 -0.008 0.041
Si 10.81 5.48 20.345 -0.007 -0.005 0.05
Si -2.601 8.21 20.287 0.026 -0.009 0.057
Si 10.95 10.934 20.279 0 0.034 0.048
Si -2.723 13.596 20.377 -0.014 -0.019 0.049
Si 1.542 15.143 21.546 -0.215 -0.045 -0.755
Si 3.766 17.331 21.808 0.208 0.341 -0.812
Si 0.969 20.282 21.749 0.272 0.038 -0.682
Si 4.249 6.911 21.658 -0.112 -0.147 -0.747
Si 1.189 9.1 21.606 -0.077 0.173 -0.673
Si 4.25 12.536 21.748 -0.039 -0.147 -0.752
Si 6.555 14.681 21.849 0.129 0.116 -0.759
Si 9.869 17.903 21.626 -0.106 0.001 -0.724
Si 7.135 20.626 21.83 -0.185 -0.174 -0.736
Si 9.238 6.625 21.671 0.168 0.082 -0.773
Si 6.432 9.17 21.681 0.053 0.14 -0.751
Si 9.914 12.373 21.795 -0.265 -0.048 -0.691
Si 12.004 14.725 21.695 0.176 0.089 -0.753
Si -1.198 18.058 21.614 0.003 -0.172 -0.741
Si 11.932 20.249 21.677 0.167 0.111 -0.737
Si -1.176 7.078 21.78 -0.144 -0.158 -0.724
Si 12.6 9.835 21.484 -0.023 -0.019 -0.776
Si -1.587 12.07 21.763 0.244 0.105 -0.75
Si -1.819 20.971 28.803 0.15 -0.031 0.094
Si 11.369 12.851 26.391 -0.004 0.042 -0.054
Si -2.353 16.344 28.846 0.088 0.001 -0.097
Si 5.178 19.098 28.417 0.064 -0.048 0.011
Si 3.207 10.311 28.473 -0.048 -0.033 0
Si -4.541 15.775 30.944 0.012 0.013 0.055
Si 2.993 8.628 30.859 0.011 -0.061 0.159
Si 3.888 13.245 27.55 0.123 0.02 -0.223
Si -0.276 14.047 23.789 -0.038 -0.097 -0.133
Si 2.21 15.346 31.688 0.027 -0.09 0.221
Si 3.109 6.751 26.402 0.063 0.122 -0.076
Si 10.381 19.294 30.875 -0.035 -0.116 0.048
Si -0.978 13.488 28.63 0.03 0.109 0.003
Si 7.309 20.814 27.087 0.043 -0.062 -0.055
Si 0.142 7.795 31.645 0.075 -0.001 0.155
Si 1.126 13.363 26.572 0.033 0.11 -0.014
Si 10.716 6.655 27.242 0.161 0.002 0.129
Si -3.674 20.667 26.416 0.042 0.06 -0.111
Si 9.434 16.711 29.26 0.02 0.099 -0.014
Si -2.419 11.549 26.582 -0.067 -0.033 0.072
Si -2.526 16.253 23.732 -0.015 -0.028 -0.17
Si 0.247 10.881 25.455 -0.011 -0.02 -0.032
Si 11.041 8.179 23.708 0.004 -0.023 -0.043
Si 10.965 13.047 31.65 0.019 0.096 0.111
Si 9.089 21.595 29.294 -0.088 -0.028 0.007
Si 0.915 8.728 27.235 0.082 -0.046 -0.059
Si 7.969 7.368 26.486 -0.02 0.079 0.054
Si 7.094 9.592 24.664 0.01 -0.011 -0.114
Si -2.897 17.851 26.344 0.114 0.119 0.058
Si 3.911 18.652 24.534 -0.124 -0.138 -0.012
Si 6.8 13.809 27.485 -0.025 -0.095 -0.124
Si 4.259 9.423 25.815 -0.051 -0.093 -0.114
Si 10.665 11.439 28.941 0.054 -0.055 0.024
Si 9.339 15.084 26.486 -0.099 -0.06 0.203
Si 9.698 10.814 24.608 0.158 -0.047 -0.274
Si -1.379 7.6 28.931 -0.04 -0.004 0.092
Si 7.774 9.978 31.58 -0.005 -0.056 0.052
Si 4.472 6.725 29.108 -0.005 -0.002 0.049
Si -3.208 5.894 23.925 0.03 0.084 -0.201
Si -0.085 13.16 31.585 0.019 -0.096 0.149
Si -0.438 18.445 27.943 -0.075 -0.043 -0.044
Si 6.868 8.803 28.982 0.064 0.007 0.077
Si 8.183 16.474 23.889 -0.047 -0.053 -0.189
Si 6.735 19.175 24.649 0.068 0.124 -0.204
Si 6.485 21.733 30.921 0.037 -0.02 0.075
Si -3.25 20.578 31.552 -0.15 -0.006 0.146
Si -3.86 9.132 28.093 0.033 0.085 -0.026
Si 2.685 18.015 27.22 -0.073 0.01 0.031
Si 7.736 11.503 29.132 -0.019 -0.007 0.021
Si 2.484 10.815 23.719 0.081 0.028 -0.157
Si 2.752 21.446 23.823 -0.099 0.127 -0.122
Si 6.457 16.545 28.824 0.085 -0.009 0.122
Si 3.718 15.817 29.162 0.006 0.1 -0.061
Si 5.547 18.953 31.52 0.089 -0.078 0.221
Si 1.368 14.932 5.445 0.009 -0.001 0.005
Si 4.086 1.335 5.481 0.002 0.002 0.011
Si 1.332 4.059 5.454 0.012 0.007 0.009
Si 4.071 6.819 5.482 -0.009 0 0.017
Si 1.337 9.531 5.454 0.009 0.007 0.011
Si 4.075 12.255 5.457 -0.003 0 0.007
Si 6.804 14.971 5.444 0.002 0.007 0.008
Si 9.533 1.37 5.448 -0.001 -0.006 0.01
Si 6.806 4.081 5.511 -0.002 -0.014 0.018
Si 9.537 6.817 5.437 -0.016 -0.017 0.002
Si 6.819 9.519 5.431 -0.015 -0.014 0.002
Si 9.533 12.234 5.417 -0.003 -0.005 0.002
Si 12.251 14.947 5.422 0.009 -0.014 0.003
Si 14.951 1.369 5.408 -0.002 0.004 -0.006
Si 12.237 4.092 5.403 0.001 0.003 -0.002
Si 14.935 6.794 5.435 0.001 0.014 0.006
Si 12.242 9.51 5.417 -0.006 -0.005 0.002
Si 14.954 12.243 5.42 -0.002 0.005 0.001
Si 2.714 16.297 6.818 -0.001 0.001 0.002
Si 5.435 2.711 6.837 -0.003 0.003 0.007
Si 2.706 5.429 6.806 0.001 -0.01 0.001
Si 5.45 8.177 6.813 -0.004 0.002 0
Si 2.711 10.887 6.807 -0.002 0.001 0.002
Si 5.448 13.606 6.808 0 -0.001 0
Si 8.167 16.327 6.803 -0.005 0.011 0
Si 10.892 2.736 6.793 -0.006 0.006 0.002
Si 8.187 5.453 6.819 -0.002 -0.001 0.003
Si 10.889 8.168 6.801 0.009 0.001 -0.002
Si 8.167 10.887 6.792 -0.002 0.009 -0.008
Si 10.889 13.591 6.787 0.002 0.002 -0.003
Si 13.603 16.321 6.778 -0.005 -0.001 -0.003
Si -0.022 2.705 6.809 0.006 0.002 -0.003
Si 13.581 5.438 6.795 0.003 0.007 -0.002
Si -0.02 8.157 6.799 0.004 -0.006 0.002
Si 13.598 10.876 6.78 0.002 -0.004 0.001
Si -0.004 13.587 6.798 0.003 -0.004 0.002
Si 1.349 17.667 8.163 -0.005 -0.007 0.003
Si 4.064 4.074 8.174 -0.018 -0.017 -0.001
Si 1.352 6.802 8.157 0.009 0.007 -0.004
Si 4.084 9.535 8.165 0.009 0.015 -0.003
Si 1.351 12.236 8.169 0.005 -0.007 -0.001
Si 4.084 14.953 8.175 -0.001 0.007 0
Si 6.811 17.678 8.177 0.007 0.007 0.001
Si 9.538 4.086 8.171 0.007 0.016 -0.001
Si 6.804 6.803 8.166 -0.006 -0.009 -0.007
Si 9.523 9.526 8.155 -0.001 -0.008 -0.002
Si 6.806 12.239 8.16 0.002 -0.002 0.001
Si 9.525 14.953 8.15 -0.016 -0.006 -0.009
Si 12.243 17.679 8.147 0.005 0.005 -0.01
Si -1.374 4.08 8.157 -0.003 0.001 -0.003
Si 12.235 6.801 8.163 -0.005 -0.001 0.003
Si -1.371 9.522 8.159 0 -0.004 -0.006
Si 12.246 12.237 8.151 -0.002 -0.001 -0.003
Si -1.358 14.964 8.147 0.006 0.004 -0.006
Si -0.005 16.313 9.525 0.001 -0.001 -0.001
Si 2.709 2.709 9.524 0 0.005 0.002
Si -0.007 5.438 9.515 -0.002 0.001 -0.001
Si 2.72 8.163 9.514 0.007 -0.002 -0.003
Si -0.007 10.877 9.524 0.003 -0.002 -0.003
Si 2.719 13.592 9.526 -0.004 -0.008 -0.001
Si 5.445 16.316 9.528 0.001 0 -0.001
Si 8.17 2.724 9.525 0.001 0.001 0.001
Si 5.438 5.438 9.518 0.001 -0.001 -0.002
Si 8.163 8.166 9.52 -0.003 0.005 -0.004
Si 5.446 10.886 9.527 -0.01 0.004 0.003
Si 8.164 13.6 9.518 -0.003 -0.001 0.002
Si 10.882 16.319 9.509 -0.003 0.005 -0.003
Si 13.594 2.717 9.519 0 0.001 0.002
Si 10.884 5.446 9.533 0.002 -0.003 0.001
Si 13.595 8.162 9.52 -0.003 -0.003 -0.002
Si 10.881 10.884 9.515 -0.001 0.001 0.001
Si 13.603 13.604 9.509 0.008 0.004 -0.001
Si 1.36 14.955 10.881 0.006 0.005 -0.001
Si 4.081 17.676 10.882 -0.005 -0.005 0
Si 1.351 4.074 10.876 0.001 -0.004 -0.002
Si 4.081 6.802 10.875 -0.003 0.003 0.001
Si 1.362 9.521 10.88 -0.009 0.006 0.002
Si 4.083 12.239 10.888 0.008 0.002 0.002
Si 6.802 14.953 10.884 -0.001 0.001 0
Si 9.524 17.676 10.879 -0.002 0.006 0.004
Si 6.798 4.078 10.879 -0.001 0.001 0.002
Si 9.513 6.802 10.885 0.006 -0.004 0.003
Si 6.806 9.522 10.882 -0.002 -0.009 0.002
Si 9.522 12.242 10.879 0.002 0 0
Si 12.243 14.961 10.873 0.002 -0.008 -0.005
Si -1.364 17.679 10.88 0.001 0.003 -0.001
Si 12.239 4.078 10.884 -0.005 0.004 0.003
Si -1.362 6.802 10.875 0.002 0.006 0
Si 12.234 9.523 10.877 -0.003 -0.004 0
Si -1.36 12.248 10.879 0.002 0.002 -0.004
Si 2.727 16.309 12.237 -0.01 -0.001 -0.001
Si 5.441 2.715 12.241 -0.002 0.003 0.002
Si 2.717 5.437 12.226 0.001 -0.002 0.001
Si 5.447 8.156 12.238 0.004 0.009 0.003
Si 2.726 10.877 12.245 0.009 0.003 0
Si 5.44 13.599 12.25 -0.008 0 0.003
Si 8.16 16.316 12.238 -0.004 -0.005 -0.003
Si 10.873 2.722 12.243 0.008 0.003 0.001
Si 8.151 5.438 12.243 -0.01 -0.001 -0.001
Si 10.872 8.167 12.238 -0.001 0 0
Si 8.16 10.886 12.243 0.004 0.005 0.002
Si 10.883 13.603 12.236 -0.001 0.003 -0.001
Si 13.595 16.323 12.24 0.001 0.001 -0.001
Si 0 2.714 12.241 0.001 0.004 0.008
Si 13.603 5.439 12.235 0.001 0.001 0.002
Si -0.002 8.163 12.235 0.002 -0.011 0.001
Si 13.593 10.891 12.231 0.002 -0.001 -0.005
Si 0.003 13.602 12.247 -0.001 -0.004 0.001
Si 1.367 17.664 13.59 0.023 -0.012 -0.004
Si 4.077 4.082 13.589 -0.014 0.009 0
Si 1.358 6.796 13.585 -0.005 0.011 -0.002
Si 4.093 9.514 13.599 0.004 -0.015 0.001
Si 1.379 12.25 13.604 -0.007 -0.007 0.003
Si 4.082 14.959 13.614 0.001 0.006 -0.002
Si 6.796 17.666 13.603 0.002 -0.003 0.004
Si 9.497 4.069 13.605 0.003 0.004 0.004
Si 6.798 6.795 13.611 -0.001 -0.006 0.006
Si 9.517 9.528 13.604 0.002 -0.005 0.008
Si 6.798 12.24 13.61 -0.005 0.006 0.006
Si 9.521 14.959 13.595 0.003 -0.002 -0.002
Si 12.235 17.687 13.6 -0.012 0.008 0.001
Si -1.356 4.081 13.596 0.005 -0.005 0.004
Si 12.233 6.8 13.583 0.005 -0.005 -0.001
Si -1.362 9.537 13.583 -0.01 0.014 -0.002
Si 12.237 12.243 13.601 0.005 -0.002 0.002
Si -1.362 14.967 13.602 0.004 0.006 0.005
Si 0.014 16.313 14.963 -0.002 0.011 0
Si 2.729 19.026 14.939 -0.002 -0.001 -0.005
Si 0.004 5.443 14.954 0.006 0.007 0.003
Si 2.735 8.138 14.939 -0.002 0.009 -0.007
Si 0.009 10.891 14.941 0.003 -0.002 -0.005
Si 2.732 13.606 14.988 0.006 -0.007 0.004
Si 5.444 16.311 14.979 -0.002 -0.002 -0.004
Si 8.141 19.021 14.976 -0.01 -0.003 0.001
Si 5.43 5.429 14.966 -0.007 -0.009 0.004
Si 8.157 8.168 14.963 0.001 0 -0.002
Si 5.44 10.877 14.974 -0.002 -0.004 0
Si 8.164 13.604 14.961 0.006 0.004 -0.002
Si 10.863 16.334 14.952 0.003 -0.002 -0.001
Si 13.604 19.044 14.954 0.005 0.004 0.001
Si 10.864 5.443 14.937 0.002 0.002 -0.002
Si 13.586 8.178 14.927 0.003 -0.003 -0.004
Si 10.876 10.888 14.968 -0.007 0.003 0.002
Si 13.593 13.61 14.957 -0.007 0.009 0.001
O 6.63 10.462 32.615 -0.124 -0.217 -0.107
O -2.698 10.929 22.166 -0.172 -0.128 0.297
O -2.786 21.46 25.301 0.533 0.035 0.211
O 6.378 22.635 32.267 -0.377 0.665 -0.378
O 7.285 17.703 24.375 -0.322 -0.195 0.273
O -2.088 17.531 22.86 -0.149 0.258 0.407
O 3.412 19.986 23.8 0.098 -0.107 -0.24
O 9.635 19.096 32.311 0.07 -0.407 0.065
O 5.269 19.024 25.31 -0.085 -0.045 0.786
O 7.436 8.104 25.165 -0.052 -0.562 -0.269
O 5.398 13.587 22.308 0.207 -0.159 0.384
O 9.64 13.737 32.289 -0.133 -0.098 -0.286
O 0.548 11.853 32.318 0.139 -0.103 -0.306
O -2.885 15.523 33.467 0.127 0.1 -0.165
O -1.357 18.372 26.587 0.314 -0.056 -0.308
O 3.158 10.359 25.104 -0.109 0.292 0.08
O -1.274 13.717 32.514 -0.166 -0.245 -0.33
O -3.86 21.065 22.983 -0.218 -0.233 0.228
O 2.363 10.238 33.371 -0.043 -0.033 -0.362
O -0.09 19.114 22.214 -0.1 -0.248 0.508
O 4.298 17.663 23.315 0.454 -0.294 0.289
O 11.947 8.994 22.681 0.185 -0.101 0.186
O 3.498 9.928 30.021 0.477 0.407 0.43
O -4.599 7.922 27.299 -0.005 0.05 -0.495
O 1.659 16.527 32.618 0.067 0.16 -0.327
O 3.672 19.155 27.821 -0.123 0.499 0.103
O -1.126 12.828 23.136 0.113 -0.118 0.546
O 6.279 17.648 32.189 0.082 -0.121 -0.365
O 3.49 14.598 32.33 0.002 -0.029 -0.485
O 5.292 8.08 22.152 -0.208 0.206 0.247
O -3.958 21.839 32.297 0.166 0.028 -0.231
O 2.47 21.05 33.232 -0.083 0.105 -0.284
O 9.848 7.385 22.97 -0.18 -0.054 0.391
O -1.934 6.527 23.131 -0.098 0.109 0.495
O -1.007 17.267 28.929 0.438 -0.189 0.65
O 9.992 18.181 29.743 0.201 0.206 -0.357
O 4.998 18.872 30.009 -0.397 -0.136 -0.011
O 10.771 14.344 26.269 0.442 0.53 -0.237
O 7.248 15.354 23.172 -0.165 0.036 0.265
O -3.424 12.632 25.89 0.133 0.366 -0.473
O 7.917 15.628 33.049 0.112 -0.127 -0.147
O 0.643 22.776 32.404 -0.112 -0.318 -0.275
O -0.708 7.38 30.364 -0.199 -0.493 0.235
O 6.512 15.355 27.763 0.077 0.351 -0.241
O -4.34 19.449 31.131 0.334 -0.615 0.062
O 1.724 9.758 28.174 -0.436 0.33 0.413
O 3.865 8.516 32.229 0.549 -0.092 -0.165
O 8.203 5.484 22.232 0.227 0.036 0.285
O 9.615 11.48 23.129 -0.348 -0.318 0.263
O 1.754 7.381 27.009 -0.445 -0.235 0.324
O 5.161 12.725 33.157 0.167 0.141 -0.321
O 0.93 11.765 26.616 0.335 -0.268 0.349
O 7.111 9.694 23.059 0.339 0.152 0.101
O 8.197 13.903 26.65 0.096 -0.422 -0.229
O 2.667 5.598 25.361 -0.055 -0.404 0.263
O 8.968 15.867 25.141 0.257 0.115 0.016
O 8.116 21.074 33.396 0.142 -0.006 -0.014
O 8.034 11.322 30.714 0.287 0.602 0.293
O -4.288 14.223 31.329 0.678 -0.3 -0.186
O 6.125 17.862 27.947 0.379 0.137 -0.519
O 7.777 22.181 30.049 -0.187 0.233 -0.031
O 5.994 20.389 27.919 -0.291 0.408 0.183
O 1.331 21.194 23.076 -0.353 0.422 0.219
O 7.141 12.965 28.826 -0.251 0.179 0.298
O 10.925 13.599 22.221 0.118 0.035 0.377
O 0.026 8.114 22.243 0.01 0.087 0.248
O 5.169 16.249 29.759 0.069 -0.06 0.727
O 0.311 13.868 25.277 0.031 0.35 -0.047
O 7.608 19.95 25.757 0.766 -0.053 -0.012
O 8.601 20.677 28.05 0.388 -0.294 -0.336
O -3.157 10.178 27.062 0.125 -0.094 -0.286
O 3.969 7.85 25.555 0.271 -0.237 -0.314
O 2.855 18.037 25.597 -0.447 -0.203 -0.26
O -4.698 12.021 32.682 0.042 0.073 -0.364
O 2.62 16.036 30.303 -0.338 0.172 -0.168
O -2.786 8.388 29.055 -0.08 0.034 0.343
O 7.389 8.799 30.528 0.148 -0.563 0.23
O 1.415 8.688 31.211 0 0.297 0.023
O -2.992 20.458 27.85 -0.397 -0.245 0.266
O 6.599 20.186 31.415 0.403 -0.269 -0.185
O -1.234 15.324 23.879 0.163 0.086 0.334
O 11.421 12.456 27.955 0.44 0.064 0.141
O -0.257 18.242 33.271 -0.04 0.02 -0.605
O -0.683 12.9 30.112 -0.02 -0.22 0.074
O 0.974 14.333 22.826 0.397 -0.196 0.11
O 10.464 11.811 25.582 -0.065 0.184 0.193
O -3.261 16.382 30.177 0.225 0.329 0.225
O -4.772 16.731 32.247 -0.295 0.206 -0.323
O 8.196 10.644 25.183 -0.255 0.302 0.318
O 10.919 19.051 22.179 -0.011 0.002 0.361
O 7.848 16.67 29.651 -0.209 -0.052 0.325
O -3.282 16.995 27.676 -0.624 -0.232 0.154
O 1.058 14.269 31.441 0.052 0.038 -0.203
O 3.423 11.874 28.244 -0.168 0.102 0.252
O 10.405 15.714 30.078 -0.25 -0.509 -0.301
O 2.717 13.683 26.497 0.251 0.123 -0.293
O 12.038 7.055 24.337 -0.028 0.014 0.273
O 9.152 11.242 28.396 -0.059 -0.041 -0.771
O -1.932 14.797 28.618 -0.456 -0.113 -0.074
O 0.423 13.935 27.916 0.29 0.47 0.249
O 3.224 16.619 27.842 -0.13 -0.384 -0.204
O 6.658 10.386 28.652 -0.6 0.122 -0.544
O -3.882 19.106 25.98 -0.464 -0.163 -0.165
O 10.399 9.34 24.644 -0.125 -0.15 0.618
O -1.339 11.136 25.45 -0.093 -0.187 -0.563
O -2.141 19.925 32.509 0.001 -0.084 -0.366
O 10.626 12.169 30.362 -0.249 -0.085 0.019
O 9.291 17.049 22.876 0.324 -0.372 0.369
O -3.722 15.433 23.034 -0.216 0.1 0.552
O 11.347 21.588 26.689 -0.317 -0.092 -0.201
O -1.444 22.446 28.28 -0.101 0.122 -0.437
O -0.611 19.895 28.67 0.558 0.265 0.384
O -3.017 16.793 25.149 -0.308 -0.297 0.229
O 3.601 6.206 22.977 0.009 0.12 0.334
O 5.142 21.904 30.036 -0.48 -0.237 0.141
O 3.406 11.934 23.016 0.046 0.224 0.279
O 7.879 8.257 27.841 0.291 0.086 0.299
O 3.213 7.323 29.927 -0.507 -0.247 -0.184
O 2.264 9.539 22.763 0.449 -0.407 0.151
O 2.607 16.231 22.113 0.045 0.068 0.48
O 5.656 9.961 25.257 0.131 0.629 0.017
O 10.07 6.427 28.722 0.169 0.249 0.312
O 6.632 19.991 23.248 -0.495 -0.053 -0.027
O 0.573 9.338 25.775 0.035 -0.534 -0.575
O 7.079 6.039 26.684 -0.734 0.114 -0.098
O 4.184 9.59 27.41 0.551 -0.065 0.325
O 4.264 19.284 32.438 -0.098 -0.197 -0.39
O -2.895 10.182 33.283 -0.036 0.126 -0.597
O 3.879 14.275 28.778 0.193 -0.349 0.493
O 5.562 7.892 28.923 -0.026 0.21 0.04
O 9.047 9.427 32.409 0.374 0.212 -0.352
O 9.514 7 26.221 0.113 -0.037 -0.514
O 11.418 10.003 28.985 -0.064 -0.107 0.2
O 3.967 6.195 27.663 0.271 -0.573 0.134
O -0.857 8.633 32.582 0.226 -0.097 -0.28
O 10.659 7.406 33.139 -0.154 -0.118 -0.274
O 5.392 13.205 26.886 0.08 -0.071 -0.605
O -0.482 8.492 27.96 -0.118 0.421 -0.272
O 1.127 18.241 27.592 -0.103 -0.122 0.235
O 0.975 11.317 24.064 -0.513 0.489 -0.204
O -1.694 12.282 27.828 -0.043 -0.273 0.272
O 9.467 16.177 27.708 0.001 0.302 -0.243
O 9.925 20.732 30.333 0.147 0.245 0.073
O -2.423 21.107 30.283 0.311 0.432 0.187

Results
total energy: -101655.666 eV
total energy less fixed offsets of O -438.35, Si -107.03 eV per atom: -2.466 eV
